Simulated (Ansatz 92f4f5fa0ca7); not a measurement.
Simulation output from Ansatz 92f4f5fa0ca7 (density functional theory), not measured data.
Periodic cell of 258 atoms, Si166O92, from a study of silicon, its oxide and their interface. The atomic structure is a simulated model.
Doubt: the cutoff is far below the 930 eV that the study's wrapper takes by default for these files, so forces and energies are approximate.

Settings: functional PBE; potential files Ansatz PAW; basis plane waves; wave-function cutoff 580 eV; density cutoff ratio 5; exchange-correlation grid ratio 1; k mesh 1 x 1 x 1, Gamma-centred; self-consistency stop 5e-08 eV per atom in the density residual; occupations fixed; spin none; net charge 0.

Cell vectors (angstrom)
a 10.938 0 0
b 0 10.938 0
c 0 0 37.7032

Atoms: element, x, y, z (angstrom)
Si 0 0 0.683
Si 5.469 0 0.683
Si 2.7345 2.7345 0.683
Si 8.2035 2.7345 0.683
Si 0 5.469 0.683
Si 5.469 5.469 0.683
Si 2.7345 8.2035 0.683
Si 8.2035 8.2035 0.683
Si 1.3673 1.3673 2.0503
Si 6.8362 1.3673 2.0503
Si 4.1018 4.1018 2.0503
Si 9.5708 4.1018 2.0503
Si 1.3673 6.8362 2.0503
Si 6.8362 6.8362 2.0503
Si 4.1018 9.5708 2.0503
Si 9.5708 9.5708 2.0503
Si 2.7345 0 35.6517
Si 8.2035 0 35.6517
Si 0 2.7345 35.6517
Si 5.469 2.7345 35.6517
Si 2.7345 5.469 35.6517
Si 8.2035 5.469 35.6517
Si 0 8.2035 35.6517
Si 5.469 8.2035 35.6517
Si 4.1018 1.3673 37.019
Si 9.5708 1.3673 37.019
Si 1.3673 4.1018 37.019
Si 6.8362 4.1018 37.019
Si 4.1018 6.8362 37.019
Si 9.5708 6.8362 37.019
Si 1.3673 9.5708 37.019
Si 6.8362 9.5708 37.019
Si 0.0196 0.6402 27.0098
Si 5.143 0.3553 27.4524
Si 2.8713 2.5385 27.5449
Si 8.4632 2.6804 27.4247
Si -0.4519 5.7892 27.5242
Si 5.2237 5.7218 27.4553
Si 2.9707 7.9518 27.5305
Si 8.1885 8.0074 27.3719
Si 1.3238 1.4014 28.8477
Si 6.8445 1.4289 28.7282
Si 4.0886 4.1669 28.7861
Si 9.4977 4.1559 28.9064
Si 1.3039 6.8338 28.7986
Si 6.7194 6.8408 28.8197
Si 4.0806 9.6111 28.8101
Si 9.3923 9.4973 28.7272
Si 2.6581 -0.0267 30.17
Si 8.149 0.0198 30.1255
Si -0.0184 2.7842 30.1955
Si 5.4805 2.7902 30.1566
Si 2.6531 5.4506 30.1868
Si 8.1069 5.4878 30.2318
Si -0.0465 8.2475 30.1364
Si 5.4542 8.2864 30.2002
Si 4.0752 1.3781 31.4964
Si 9.5352 1.3809 31.517
Si 1.3445 4.1015 31.597
Si 6.7897 4.1132 31.6098
Si 4.0534 6.8639 31.5242
Si 9.5442 6.8662 31.5311
Si 1.3136 9.5688 31.5656
Si 6.8331 9.6121 31.5705
Si -0.0399 0.0204 32.9098
Si 5.44 0.0304 32.9118
Si 2.7359 2.7292 32.9208
Si 8.1906 2.7336 32.9264
Si -0.0306 5.4914 32.9223
Si 5.4184 5.5035 32.9237
Si 2.704 8.2133 32.923
Si 8.1946 8.2206 32.9238
Si 1.3594 1.3625 34.2799
Si 6.8271 1.3662 34.2877
Si 4.0933 4.1017 34.2902
Si 9.5633 4.1016 34.2874
Si 1.357 6.8338 34.2901
Si 6.8273 6.8405 34.2831
Si 4.0944 9.5737 34.2801
Si 9.5662 9.5758 34.2891
Si 2.7491 0.0155 3.4125
Si 8.2117 0.0051 3.4089
Si 0.0243 2.7479 3.4222
Si 5.4841 2.7399 3.416
Si 2.7466 5.465 3.4072
Si 8.2252 5.4786 3.4159
Si 0.0055 8.2041 3.403
Si 5.473 8.1965 3.4046
Si 4.1445 1.3554 4.7905
Si 9.6086 1.352 4.767
Si 1.4146 4.103 4.8016
Si 6.861 4.1054 4.775
Si 4.1393 6.7974 4.7663
Si 9.6345 6.81 4.7884
Si 1.3654 9.5832 4.7475
Si 6.8453 9.5636 4.7579
Si 0.037 0.0005 6.1621
Si 5.4724 -0.0546 6.1634
Si 2.8114 2.7423 6.1698
Si 8.2512 2.7342 6.0995
Si 0.0993 5.4871 6.2082
Si 5.5186 5.4571 6.1669
Si 2.7293 8.179 6.0438
Si 8.2584 8.2214 6.0823
Si 1.4816 1.3371 7.5308
Si 6.9062 1.3271 7.4434
Si 4.1619 4.1044 7.5933
Si 9.6789 4.0256 7.4944
Si 1.4692 6.947 7.5881
Si 6.909 6.8877 7.4584
Si 4.0048 9.4817 7.4927
Si 9.5984 9.5318 7.5155
Si 2.591 -0.2164 8.9684
Si 8.3054 0.0584 8.8543
Si 0.1255 2.6718 8.9196
Si 5.438 2.5023 8.8363
Si 2.8871 5.5892 8.9606
Si 8.3861 5.5441 8.693
Si 0.0629 8.3162 9.0166
Si 5.4688 8.1976 8.7933
Si 4.2635 0.9185 10.1187
Si 10.059 0.9503 10.2379
Si 1.2736 4.4112 10.1749
Si 7.1594 4.4858 10.3185
Si 4.6767 6.5855 10.3446
Si 9.8953 6.5704 10.2162
Si 0.8035 10.0538 10.5092
Si 6.5881 9.866 9.9974
O 9.7465 1.79 26.7156
O 10.211 10.1905 27.4454
O 0.2638 -2.0109 24.51
O 10.9817 4.9689 26.1948
O 0.1094 5.4804 10.7482
O 5.474 -0.0661 10.7559
O 1.2609 -1.4766 12.0701
O 5.8853 5.4817 10.6559
O 6.505 3.0205 10.0371
O 9.1789 7.1543 11.5884
O 2.4566 8.205 14.2934
O 9.3492 1.7304 11.5505
O 7.2804 8.9403 11.1407
O 2.214 3.934 11.45
O 4.3734 7.1435 11.902
O 3.4097 1.5178 11.3977
O 7.6115 3.5871 26.3088
O 2.178 5.0701 24.7021
O 1.9477 3.0499 26.2758
O 5.3566 3.8784 24.8791
O 3.986 12.3909 26.9225
O 4.086 6.883 26.8851
O 1.0143 11.1127 25.7361
O 9.3663 6.8931 26.9286
Si 7.5524 9.3424 19.4915
Si -3.5133 1.209 20.0138
Si 0.3638 -8.1968 14.0966
Si -0.4712 -1.0979 20.8166
Si 1.0807 4.0508 25.342
Si 11.219 1.8729 21.1103
Si 1.5629 9.6761 25.1473
Si 7.9549 -2.9391 12.2561
Si -1.6012 8.9369 14.7253
Si 8.7579 4.5357 17.2256
Si 6.5296 9.6822 25.069
Si 6.29 5.5473 21.443
Si 12.2344 -1.7164 13.69
Si 2.2384 6.0001 23.3753
Si 10.7036 -3.0244 23.348
Si 3.3229 7.3305 18.2043
Si 8.9304 7.6814 17.3069
Si 5.3341 3.1939 23.4073
Si 4.9808 -2.8191 20.7151
Si 5.2912 6.9529 13.2672
Si 7.5395 1.0084 23.1944
Si 3.9304 -2.237 23.4622
Si 2.2959 -0.097 15.9203
Si 6.3038 3.7664 18.9733
Si 3.7482 8.452 15.3023
Si 13.2398 3.097 16.2381
Si 9.4374 11.8831 15.8169
Si -1.1366 3.142 23.3431
Si 8.2916 5.9905 23.5826
Si 2.8679 2.7251 12.325
Si 7.5785 3.0539 15.0436
Si 10.08 2.1945 18.4839
Si 8.9973 3.0962 12.372
Si 15.6185 4.0329 14.4634
Si 3.4187 4.1912 18.735
Si 0.7892 9.0692 18.1416
Si 6.4795 4.6888 25.7638
Si 13.7635 3.4279 21.7481
O 5.0407 8.1522 14.3573
O 5.9629 4.2443 22.3395
O 7.7381 -2.5293 18.1617
O 6.5094 8.633 20.5127
O 14.4363 3.9612 15.5679
O 5.0481 6.5901 21.2972
O 10.3441 1.5224 14.5992
O 8.8072 1.7885 19.4011
O 8.8104 1.8934 23.7361
O -0.2141 0.3648 21.501
O 8.3231 4.2702 11.4616
O 8.706 7.7861 15.6935
O 3.3067 16.7382 18.7111
O 12.4796 -0.2997 14.4836
O 11.7397 -4.2451 23.1071
O 8.451 9.0487 13.3836
O 7.2428 5.8213 24.8251
O 3.8172 -3.4374 16.6438
O 15.1376 9.0018 21.8625
O 2.5567 1.4811 16.172
O 2.1554 8.7384 26.3427
O 2.7814 -1.1911 24.0218
O -3.5183 3.849 17.8234
O 5.351 8.8439 24.2725
O 1.711 2.2497 21.7633
O 10.6517 8.7073 21.9442
O 4.2329 8.189 19.2637
O 4.8959 3.8171 18.1744
O 9.0789 4.5794 23.4585
O 1.7891 -3.1213 18.2848
O 8.9898 9.583 20.2056
O 2.2534 3.5462 17.796
O 7.6318 0.7935 21.5784
O 5.9955 3.3767 15.1567
O -0.5756 3.6536 13.1135
O 6.8725 -3.9723 12.8875
O 10.2049 12.0808 17.2446
O 3.374 3.5618 20.2281
O 1.4062 -0.7653 17.1163
O 7.4616 -2.2277 26.0166
O 4.9544 5.5674 14.0436
O 1.6654 2.1889 13.286
O 3.3748 7.1536 23.5823
O 10.8484 -2.3643 14.2585
O 7.9794 1.6903 15.8731
O 6.1559 1.8068 23.4794
O 4.1774 3.2234 13.1475
O 6.6238 5.0407 19.9375
O -2.3848 4.2727 15.6082
O 11.5482 -1.1949 19.6079
O 8.9586 6.0885 17.6284
O 7.4585 -0.4251 23.9839
O -0.6179 8.4439 17.6434
O 22.2851 2.0696 19.4946
O 3.848 2.8601 22.8772
O 3.7215 -0.9188 15.8167
O 0.9226 3.502 15.4412
O -0.7688 2.9436 21.7607
O 0.2212 3.1846 24.2516
O 6.9654 -0.1045 19.1519
O -0.9343 3.7079 17.8813
O 9.2796 18.2019 23.7889
O 5.7803 -0.1885 26.0429
O 7.8638 2.7507 13.4803
O 2.4332 -5.9642 22.1207
O 9.2295 10.3128 15.5717
O 18.4816 6.2952 22.1596
O -4.6168 2.3876 19.8488

Results
free energy: -157851.810 eV
free energy less fixed offsets of O -568.88, Si -635.61 eV per atom: -3.590 eV

Forces (eV/angstrom), in the order of the atoms: element, x, y, z
Si -0.0007 -0.0114 0.0208
Si 0.0199 -0.028 -0.0058
Si 0.0075 -0.0208 -0.0287
Si 0.0019 -0.0218 -0.0108
Si 0.0019 -0.0342 -0.0098
Si 0.0383 -0.0544 0.0043
Si -0.0063 -0.0117 -0.0065
Si -0.022 -0.003 -0.0338
Si 0.1074 0.1052 -0.0419
Si 0.0679 0.0495 -0.0748
Si 0.035 -0.0848 -0.0861
Si 0.0761 -0.0277 -0.0004
Si 0.0759 -0.014 -0.0624
Si 0.1233 0.0065 -0.0682
Si 0.0083 0.0037 -0.0292
Si -0.0767 -0.0833 -0.0881
Si -0.0569 -0.0158 -0.0026
Si -0.0793 -0.0129 0.0427
Si 0.0274 0.0315 -0.0092
Si 0.012 0.0489 0.0397
Si -0.1036 -0.0407 0.0508
Si -0.0822 0.004 -0.012
Si -0.0193 0.0497 0.046
Si -0.0221 0.0802 -0.0105
Si -0.0284 0.0298 -0.0022
Si -0.0212 0.0312 -0.0071
Si 0.0105 0.0259 0.0158
Si -0.0014 0.0258 0.0029
Si -0.0015 0.0282 -0.0062
Si -0.013 0.036 -0.0005
Si 0.0142 -0.0086 0.0099
Si 0.0026 0.0146 0.007
Si -0.0901 0.144 -0.0411
Si -0.1652 0.1671 -0.1929
Si 0.3079 0.0352 -0.1955
Si 0.1052 -0.1821 -0.1721
Si -0.0031 0.1805 -0.0653
Si -0.6383 0.5182 0.0244
Si -0.119 0.0943 -0.0174
Si -0.2483 -0.1157 -0.2926
Si -0.034 0.0147 -0.1115
Si 0.0331 0.044 -0.123
Si -0.2975 -0.2655 0.0205
Si 0.0641 0.1816 -0.0148
Si -0.0091 -0.0163 -0.1989
Si 0.2647 0.2324 0.2002
Si 0.0784 0.0297 -0.1936
Si 0.1328 -0.0469 -0.0714
Si -0.039 -0.054 0.1377
Si -0.0023 0.0482 -0.0027
Si 0.0417 0.0644 0.157
Si 0.0409 0.0231 -0.0976
Si 0.0858 0.0404 -0.0754
Si -0.1531 0.0367 0.0049
Si -0.0303 0.0375 0.038
Si 0.0204 -0.1198 0.0406
Si -0.0013 0.0164 -0.0819
Si -0.0195 0.0234 -0.0649
Si 0.0054 -0.032 -0.0106
Si -0.0344 0.0632 -0.0464
Si 0.0068 0.0331 -0.091
Si -0.0448 -0.0585 -0.0318
Si -0.0062 0.0221 -0.0335
Si 0.0001 -0.0994 -0.0139
Si 0.0611 -0.0085 -0.0187
Si 0.0237 -0.0249 -0.0724
Si -0.0343 0.005 -0.0531
Si -0.0316 0.0219 -0.0493
Si -0.0054 -0.0124 -0.0547
Si 0.0143 -0.0458 -0.0057
Si -0.0224 -0.0122 -0.052
Si -0.022 0.0319 -0.0482
Si 0.0073 -0.0038 -0.0178
Si 0.0101 0.0288 0.0042
Si 0.0023 0.0196 -0.0145
Si -0.0043 -0.0098 -0.021
Si 0.0324 0.0296 -0.0015
Si 0.012 -0.0029 -0.0305
Si -0.0232 -0.0224 -0.022
Si 0.0013 -0.0168 -0.0037
Si -0.0196 -0.0232 0.0343
Si -0.0207 0.0567 0.0091
Si -0.0538 0.0016 0.0313
Si 0.0106 -0.0107 0.0079
Si 0.0447 -0.0303 -0.0015
Si -0.0371 -0.0105 0.0373
Si 0.0254 0.0253 0.0174
Si 0.038 -0.0211 0.0347
Si 0.0038 0.0738 0.0256
Si -0.01 0 0.0266
Si 0.0681 0.0212 0.0593
Si 0.076 0.0067 -0.0397
Si -0.0434 0.008 0.0104
Si -0.0642 -0.0126 0.0533
Si 0.0182 0.0047 0.0077
Si -0.0288 -0.0461 -0.0032
Si 0.0176 0.0091 0.1373
Si -0.0835 -0.0736 0.0963
Si 0.0351 -0.0824 0.0029
Si -0.0521 0.0122 0.039
Si 0.0016 -0.0219 0.1416
Si -0.0044 0.0136 0.1092
Si 0.0388 0.04 0.0632
Si -0.027 -0.08 0.0373
Si -0.1071 -0.0456 -0.0241
Si 0.0462 0.1606 -0.2408
Si 0.0201 0.0626 -0.0318
Si -0.0219 -0.1622 -0.1098
Si 0.017 0.002 0.0667
Si 0.036 0.0095 -0.2377
Si -0.0827 -0.1191 -0.1442
Si 0.0119 0.1367 0.055
Si 0.0876 0.2013 -0.0479
Si 0.0669 -0.1264 0.0445
Si 0.1327 0.1822 0.0848
Si 0.1868 0.072 0.2253
Si 0.1013 0.0345 0.0215
Si -0.0292 0.0362 0.2289
Si -0.2046 -0.2835 0.115
Si 0.1417 0.1507 0.003
Si -0.0364 -0.1914 0.3604
Si -0.5495 0.7068 0.1268
Si -0.138 0.2069 0.1862
Si -0.0353 0.2819 -0.1951
Si -0.1246 -0.0506 0.3962
Si 0.2293 0.2081 0.0347
Si 0.5459 -0.64 0.4388
Si -0.0968 -0.0749 0.3452
O -0.129 -0.1285 0.2122
O -0.0229 0.0458 0.2174
O -0.024 0.0695 0.121
O 0.0056 -0.0627 -0.0897
O 0.1337 -0.1427 -0.4718
O -0.0666 0.0149 -0.6434
O -0.239 0.3586 -0.8016
O -0.0449 -0.1526 -0.0855
O -0.1629 -0.0374 -0.2027
O 0.0304 0.0097 -0.0305
O -0.0882 0.0274 -0.1274
O 0.289 -0.3734 -0.2567
O 0.001 -0.0117 0.0714
O -0.0539 -0.0232 -0.0814
O -0.0161 -0.0732 -0.349
O -0.0205 -0.0638 -0.0925
O -0.0634 0.0981 0.0012
O 0.0259 -0.0807 0.1563
O 0.0304 -0.0271 0.1077
O 0.003 0.091 0.1818
O 0.0732 -0.0868 0.5739
O 0.305 -0.3327 0.3402
O -0.2521 0.2726 0.1925
O 0.0884 -0.0624 0.2781
Si 0.0655 -0.0524 -0.0321
Si 0.0609 0.0596 -0.038
Si -0.1153 0.052 0.3294
Si 0.0469 0.0083 0.0199
Si 0.0579 0.1135 0.0913
Si 0.0001 0.0599 -0.0228
Si 0.1116 -0.2748 -0.1676
Si -0.0288 0.0534 -0.1072
Si -0.0355 0.0429 0.1975
Si 0.0256 -0.0462 -0.0918
Si -0.1131 -0.0543 -0.0175
Si -0.0077 0.0081 -0.0527
Si 0.051 -0.083 0.6164
Si -0.0884 0.1426 -0.2872
Si 0.0736 -0.1274 -0.1072
Si 0.0158 0.0324 -0.0647
Si -0.0412 0.0727 -0.1204
Si 0.0184 -0.0512 -0.4095
Si -0.1005 0.0372 0.0471
Si -0.0569 -0.0231 0.2466
Si -0.0232 0.1676 -0.1292
Si -0.1018 -0.1174 -0.1871
Si 0.1994 -0.0532 0.1087
Si -0.0091 -0.0052 0.0403
Si 0.0869 0.1219 0.0141
Si 0.0999 -0.0095 -0.0998
Si -0.1338 0.0117 0.0817
Si -0.1794 0.0596 -0.3173
Si 0.2355 -0.0891 -0.271
Si 0.0768 0.0465 0.0691
Si -0.0221 -0.0703 0.1793
Si -0.0925 -0.0428 -0.028
Si -0.0967 -0.0164 0.3459
Si -0.0494 0.0195 0.2601
Si -0.0336 -0.0437 -0.0023
Si 0.0122 0.061 0.0095
Si 0.3716 -0.1628 -0.2763
Si -0.0302 0.0971 -0.0151
O 0.0056 -0.0355 -0.1141
O -0.0015 -0.0402 0.0859
O 0.0117 -0.0047 0.0035
O 0.0391 0.0284 0.0324
O 0.0462 0.0269 -0.0789
O 0.0217 -0.0631 0.0321
O 0.1215 0.0432 -0.153
O -0.0223 0 0.0351
O 0.0311 -0.0047 0.1386
O 0.0106 -0.0394 -0.0057
O -0.0726 -0.0343 0.0328
O 0.0037 0.0147 0.0077
O -0.0217 0.0174 0.0046
O -0.0597 -0.04 -0.1819
O -0.0292 -0.0246 0.0763
O -0.0266 -0.0299 -0.1275
O -0.2032 -0.1036 0.2263
O -0.0155 -0.0281 -0.0079
O 0.0283 0.0008 -0.0014
O -0.0023 -0.0171 0.0158
O 0.0634 -0.02 -0.0057
O -0.1066 0.1197 0.1779
O -0.0142 0.004 -0.0105
O 0.1775 0.0287 0.1499
O 0.0248 -0.0364 0.0178
O -0.0034 -0.0002 -0.0125
O 0.0045 0.0069 -0.0033
O 0.0514 0.0219 0.0215
O -0.0159 -0.0065 0.1221
O -0.0192 -0.0542 0.0243
O -0.0778 0.0118 -0.0009
O -0.034 0.014 0.0501
O -0.0213 -0.0166 0.0644
O 0.0386 0.0016 -0.082
O 0.0058 0.0164 -0.161
O 0.1285 -0.0203 -0.0087
O 0.025 0.0233 0.0089
O 0.0368 -0.0002 -0.0066
O -0.0694 0.0045 0.0002
O 0.2655 -0.2842 0.3142
O 0.036 0.0665 -0.1362
O 0.0642 -0.0655 -0.1225
O 0.0537 -0.0514 0.1092
O 0.0269 0.0004 -0.1457
O -0.0128 0.0565 -0.0544
O 0.0049 -0.0041 0.0909
O -0.0649 -0.0589 -0.1607
O 0.0073 0.023 0.0258
O -0.0207 0.0335 0.0433
O 0.0274 -0.0033 -0.0009
O 0.0035 -0.0111 0.073
O -0.057 -0.143 0.1808
O 0.0229 -0.0517 -0.0084
O -0.0286 -0.0036 -0.06
O 0.0257 -0.0236 0.0817
O -0.0811 -0.0651 -0.029
O -0.0342 -0.044 -0.1083
O -0.0087 0.017 0.1564
O 0.0975 -0.0095 0.1917
O -0.0114 -0.0121 -0.0242
O -0.0249 0.0291 0.0012
O -0.0577 0.0145 0.1222
O 0.0517 -0.0414 0.0509
O 0.1076 0.0155 -0.2024
O -0.0038 -0.0192 0.0497
O 0.0064 -0.1099 -0.0791
O -0.009 -0.0063 0.032
O 0.0013 -0.0409 -0.0051

The program warned: the cutoff lies below the one the program advises for these potential files; the exchange-correlation potential is rough where the density is thin.
